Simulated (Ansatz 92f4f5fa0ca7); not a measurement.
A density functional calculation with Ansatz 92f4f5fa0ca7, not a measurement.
Periodic cell of 256 atoms, Si144O112, from a study of silicon, its oxide and their interface. The atomic structure is a simulated model.
Doubt: the cutoff is far below the 930 eV that the study's wrapper takes by default for these files, so forces and energies are approximate.
This geometry differs little from another in the collection (a relaxation step or a small displacement).

Settings: functional PBE; potential files Ansatz PAW; basis plane waves; wave-function cutoff 580 eV; density cutoff ratio 5; exchange-correlation grid ratio 1; k mesh 1 x 1 x 1, Gamma-centred; self-consistency stop 5e-08 eV per atom in the density residual; occupations fixed; spin none; net charge 0.

Cell vectors (angstrom)
a 10.938 0 0
b 0 10.938 0
c -2.041 -3.4872 36.6493

Atoms: element, x, y, z (angstrom)
Si -0.3986 -5.1092 29.262
Si 2.2807 -2.4378 29.1181
Si -1.0343 0.9207 29.2492
Si 1.8282 -7.33 29.2
Si -6.4081 -4.6873 29.084
Si -3.5896 -1.8521 29.1055
Si 5.1393 0.4091 29.1906
Si -3.2709 -7.7735 29.2393
Si 0.7384 -3.5123 30.54
Si 3.4437 -0.7745 30.3808
Si 0.6783 -8.9537 30.4723
Si 3.415 -6.2018 30.516
Si -4.7789 -3.4942 30.3723
Si -2.0707 -0.7472 30.5322
Si 6.1796 1.9632 30.5944
Si -2.0476 -6.2131 30.5189
Si -0.6647 -2.1227 31.8535
Si 2.075 0.5941 31.8069
Si -0.6769 -7.5954 31.8838
Si 2.078 -4.8592 31.9197
Si 4.8006 -2.1302 31.817
Si 7.5432 0.6053 31.9363
Si 4.7787 3.3568 31.8713
Si -3.4305 -4.8246 31.8311
Si -2.041 -3.4872 33.2311
Si 0.6935 -0.7527 33.2311
Si -2.041 1.9818 33.2311
Si 0.6935 -6.2217 33.2311
Si 3.428 -3.4872 33.2311
Si 6.1625 -0.7527 33.2311
Si 3.428 1.9818 33.2311
Si 6.1625 -6.2217 33.2311
Si 1.3673 -1.3673 3.418
Si 4.1018 1.3673 3.418
Si 1.3673 4.1018 3.418
Si 4.1018 -4.1018 3.418
Si 6.8362 -1.3673 3.418
Si -1.3673 1.3673 3.418
Si 6.8362 4.1018 3.418
Si -1.3673 6.8362 3.418
Si 2.7291 -0.0033 4.8216
Si 5.4811 2.7367 4.7953
Si 2.7224 5.5004 4.7435
Si 5.4281 -2.7119 4.7457
Si -2.7068 -0.0095 4.7471
Si 0.011 2.7068 4.7646
Si 8.205 5.4556 4.7958
Si 0.0075 -2.7323 4.8146
Si 1.3451 1.3496 6.2009
Si 4.0911 4.1535 6.0951
Si 1.391 -4.0932 6.18
Si 4.0932 -1.3724 6.1992
Si -4.0507 1.3532 6.1132
Si -1.3482 4.0619 6.1331
Si 6.7772 -4.0877 6.0787
Si -1.355 -1.3428 6.1718
Si -0.2264 0.1993 7.5951
Si 2.5146 3.0154 7.3883
Si 0.2551 -5.7389 7.4231
Si 2.955 -2.9597 7.5702
Si 5.7563 -0.2214 7.4327
Si -2.4593 2.4529 7.4627
Si 5.2032 5.7381 7.443
Si -3.0181 -2.5005 7.3496
Si -0.6738 -4.8545 34.5983
Si 2.0607 -2.12 34.5983
Si -0.6738 0.6145 34.5983
Si 2.0607 3.349 34.5983
Si 4.7952 -4.8545 34.5983
Si -3.4083 -2.12 34.5983
Si 4.7952 0.6145 34.5983
Si 7.5297 3.349 34.5983
Si 0.6935 -3.4872 35.9656
Si 3.428 -0.7527 35.9656
Si 0.6935 1.9818 35.9656
Si 3.428 -6.2217 35.9656
Si -4.7755 -3.4872 35.9656
Si -2.041 -0.7527 35.9656
Si 6.1625 1.9818 35.9656
Si -2.041 -6.2217 35.9656
Si 1.3673 1.3673 0.6835
Si 4.1018 4.1018 0.6835
Si 1.3673 6.8362 0.6835
Si 4.1018 -1.3673 0.6835
Si 6.8362 1.3673 0.6835
Si -1.3673 4.1018 0.6835
Si 6.8362 -4.1018 0.6835
Si -1.3673 -1.3673 0.6835
Si 0 0 2.0507
Si 2.7345 2.7345 2.0507
Si 0 5.469 2.0507
Si 2.7345 -2.7345 2.0507
Si 5.469 0 2.0507
Si 8.2035 2.7345 2.0507
Si 5.469 5.469 2.0507
Si 8.2035 -2.7345 2.0507
Si 0.6286 -8.5323 22.574
Si 4.1257 4.1932 14.2803
Si 0.032 -4.9179 16.3253
Si -1.077 -5.27 19.0883
Si -2.4935 -4.3674 14.6336
Si 1.7448 -1.9971 21.5453
Si 5.581 -0.8689 23.1839
Si 3.3233 -5.238 23.8224
Si 1.7863 -0.8413 26.585
Si -2.887 0.5533 24.2569
Si 1.7064 -1.053 9.7851
Si -3.7678 -2.4659 20.9697
Si 4.5068 1.637 21.9903
Si 5.5999 -4.1777 14.672
Si 1.5161 1.7397 17.7833
Si 7.2094 -2.0256 13.6744
Si 0.9692 -7.009 19.9281
Si -0.4634 -0.2246 16.8373
Si 4.5434 -2.5506 17.0533
Si 5.9849 2.6096 16.3322
Si 1.6385 -2.288 15.6495
Si 5.212 -4.2968 19.4581
Si 7.3416 1.1321 13.8422
Si 5.5414 0.15 18.0252
Si 1.3268 3.3143 15.2519
Si -1.0259 -3.4707 21.783
Si 2.6996 -4.7892 20.8797
Si -3.8306 -7.8503 21.4113
Si 3.3005 1.7487 27.1706
Si 7.0676 4.322 9.6228
Si -1.5707 -3.1714 12.2682
Si 3.0711 -8.1247 24.2796
Si -1.6247 0.9385 21.5363
Si -2.2501 -3.7645 27.0856
Si -1.6617 -4.408 9.5467
Si -1.4183 -7.8744 24.7311
Si 3.2569 -2.3171 24.3071
Si -4.5528 -6.0101 26.9815
Si -1.8883 -4.7845 24.3905
Si -3.8903 -6.3828 18.5413
Si -4.5897 -5.8853 23.8816
Si 0.8322 -1.2816 12.8621
Si 5.5035 2.7012 11.8414
Si -0.7105 0.5277 26.2058
Si -2.6165 -0.5536 18.9442
Si 3.1681 0.2928 19.8304
Si 3.9553 1.2315 9.555
Si -0.5949 1.1689 14.0565
O 8.1575 -2.7457 14.8327
O 6.8447 -1.3691 7.9462
O -2.7995 -2.3685 27.7351
O 4.8376 -2.102 23.9404
O 4.7011 1.3263 27.8812
O 5.8814 5.0444 8.7715
O 5.817 -5.3438 18.3823
O 4.3552 -5.1235 14.2303
O 4.0929 -4.0901 8.0192
O 1.3791 4.0956 7.9561
O 2.4804 -5.2066 22.4322
O -4.7118 -0.7204 28.616
O 3.4244 -3.5404 28.6084
O -3.8343 0.3975 18.44
O 1.4757 -1.9417 27.753
O 2.5946 -7.8902 27.8487
O -4.6386 -1.3997 21.8312
O -2.3927 -3.2686 8.6573
O -1.3512 1.3466 8.0491
O 4.1972 -8.1429 23.0943
O 7.7517 3.1098 8.7798
O 3.3228 2.4625 8.7054
O -0.6093 -8.7878 25.8499
O 2.3102 -1.8676 23.0638
O -4.7736 -6.4747 25.4202
O -1.0345 -3.6168 10.8169
O -3.4545 -4.7126 23.9189
O 5.3708 -3.6207 16.1715
O 6.9481 3.4751 17.3311
O 4.4829 -3.1164 18.5913
O 0.1408 -2.3212 21.6894
O 2.2909 -2.3488 8.9628
O 5.2136 0.5355 8.789
O 1.678 -5.5565 19.8981
O 7.0359 -0.4631 14.0111
O 7.9824 -2.2708 12.2344
O 4.4291 0.1848 22.72
O 5.0089 -5.4658 27.6923
O -4.6459 -3.7679 20.5674
O 2.5051 0.6119 18.3849
O -1.4797 -4.9561 15.722
O -2.4837 -2.7739 21.9099
O -0.4311 -2.2836 12.9949
O -2.5487 -5.4739 18.4537
O -0.0241 1.1087 21.8354
O 1.7772 -8.9141 23.663
O 6.9766 -5.094 14.6869
O 0.1816 2.5738 14.3512
O -4.3797 -0.0807 24.2368
O -2.1299 -8.8714 28.7784
O 1.8231 -1.7151 14.1094
O -3.5042 -4.7858 27.0885
O -0.8937 -4.4322 23.1265
O -0.4139 -5.1033 8.7815
O 1.447 -1.444 11.3544
O 3.0723 -2.3627 16.3959
O 4.4553 1.841 10.9599
O -3.9816 -7.0418 20.0249
O -1.6694 -6.2908 25.0803
O 0.695 -6.2283 28.6835
O 0.5251 -0.3916 25.6434
O -0.5964 -6.7651 19.5617
O 3.5893 -8.899 25.5992
O -1.6856 -3.6431 25.5507
O 0.3493 0.2721 13.0639
O 4.6646 3.5864 12.8905
O 3.0098 -3.8897 24.6812
O -2.221 0.1371 22.824
O 5.7941 -2.8748 13.67
O 4.1834 -5.1517 20.3762
O 3.4084 1.6147 20.7836
O -2.0559 1.4605 13.3961
O 4.8961 3.5555 15.5705
O 4.6765 -0.1839 19.3899
O -0.621 0.2654 27.8011
O 2.4556 -3.2023 20.7299
O -3.9663 -7.2742 27.8275
O 8.2021 5.4126 10.0352
O -1.0284 -4.318 20.4001
O 6.4306 1.6321 12.6123
O 0.033 1.0679 17.7097
O 0.9503 -3.7725 15.6208
O 1.9576 2.2146 16.2913
O 2.5308 3.883 14.3293
O 2.3007 0.4886 27.3664
O 5.3443 -1.128 17.0316
O -0.5273 -7.7426 23.3849
O -2.8018 -8.7408 24.4447
O -0.9757 0.3237 15.3999
O -1.8356 -4.535 13.1405
O 2.8165 0.1215 9.8088
O -3.2778 -1.9162 19.5181
O -4.0641 -6.9071 22.7199
O 2.9441 -1.4102 25.6059
O 1.2138 -7.5769 21.4194
O -1.6543 -0.9247 17.6888
O -1.0092 -4.3494 27.9464
O 6.0072 1.8841 21.4313
O 0.3742 -0.4897 8.9895
O -0.1206 -4.6334 17.9238
O 0.7187 -1.2971 16.5588
O 6.4236 3.7095 10.9703
O 6.9531 1.8759 15.239
O 4.9112 -5.2665 23.4632
O 2.1693 -0.6981 20.6551
O 1.6017 -7.9423 18.7858
O 5.1377 1.5163 17.2188
O -2.0656 -0.0728 25.5182
O -1.7651 0.1327 20.1457
O 2.8127 -6.5528 24.6485
O -2.363 -8.5501 21.4177
O 0.678 4.5481 16.0863

Results
free energy: -155248.376 eV
free energy less fixed offsets of O -568.88, Si -635.61 eV per atom: -5.976 eV

Forces (eV/angstrom), in the order of the atoms: element, x, y, z
Si 0.1253 -0.071 -0.1688
Si 0.0508 -0.1055 -0.1143
Si -0.0964 0.0187 -0.0887
Si -0.0617 0.1073 -0.0441
Si -0.0968 0.0534 -0.0988
Si -0.0639 0.0901 -0.0968
Si 0.1177 -0.0861 -0.113
Si 0.058 -0.0663 -0.0523
Si 0.0364 -0.0205 0.0247
Si 0.0031 -0.0061 0.014
Si -0.0059 0.0357 0.0099
Si -0.0293 0.0298 0.0125
Si -0.0113 0.0178 -0.0113
Si -0.0201 0.0459 0.0221
Si 0.0376 -0.0109 0.0248
Si -0.0202 -0.054 0.0217
Si -0.0008 -0.0072 -0.0133
Si 0.0065 -0.0011 -0.015
Si 0.0016 0.0156 -0.0452
Si 0.0004 -0.0021 -0.0276
Si -0.0003 0.0067 -0.0085
Si -0.0247 -0.0081 -0.0445
Si 0.0122 -0.0178 -0.0171
Si 0.0333 -0.0108 -0.0193
Si -0.0711 0.0427 -0.1561
Si 0.1159 0.0527 -0.2148
Si 0.1763 0.0363 0.4134
Si -0.0541 -0.0791 0.2421
Si 0.2575 0.1709 0.1299
Si -0.2077 -0.2373 0.1142
Si -0.1544 -0.1244 -0.1664
Si 0.0003 0.1318 -0.1452
Si 0.0284 0 0.1812
Si -0.0324 -0.0313 0.2345
Si -0.0236 -0.0404 -0.1523
Si -0.1167 0.1287 -0.4591
Si -0.0085 0.0066 -0.2054
Si 0.0947 -0.0155 -0.3659
Si 0.0398 -0.0253 0.001
Si 0.0394 0.0095 0.2116
Si -0.0066 0.0115 0.0169
Si -0.026 0.0213 -0.0003
Si -0.0135 -0.001 0.0239
Si -0.0163 0.0439 0.0325
Si -0.0067 -0.0095 0.0177
Si 0.0166 -0.003 0.0109
Si -0.0323 0.0297 0.0001
Si -0.0145 0.0051 0.0131
Si -0.0397 0.0044 -0.0061
Si -0.0351 0.0234 -0.0241
Si 0.0517 -0.0374 0.0012
Si 0.0512 -0.0488 0.0283
Si 0.038 -0.0641 0.0153
Si 0.0483 -0.0368 0.0286
Si -0.0236 0.0108 0.007
Si -0.0107 0.0521 -0.0238
Si -0.0773 0.0981 0.0917
Si -0.1008 0.1026 0.1697
Si 0.091 -0.069 0.0717
Si 0.0793 -0.062 0.0242
Si 0.0691 -0.1049 0.0332
Si 0.1071 -0.1136 0.0835
Si -0.1208 0.1242 0.2024
Si -0.0925 0.0861 0.3658
Si 0.0025 -0.0556 -0.012
Si 0.0507 0.0139 -0.0242
Si 0.006 0.0863 0.0005
Si -0.0832 -0.0348 0.0025
Si 0.0178 0.0607 0.0002
Si -0.0334 0.0065 0.0029
Si -0.0223 -0.0658 -0.0209
Si 0.0541 0.0024 -0.0216
Si 0.0069 0.0285 -0.031
Si -0.0251 0.0345 -0.0156
Si 0.0219 -0.0313 0.0018
Si 0.0213 -0.0016 -0.0224
Si 0.021 -0.0455 -0.0045
Si 0.0152 -0.0057 -0.0187
Si -0.012 0.0107 -0.0364
Si -0.0394 -0.0018 -0.0167
Si 0.0091 -0.0348 0.023
Si 0.0205 -0.0112 0.0261
Si -0.0053 0.0291 0.0125
Si -0.0448 -0.0008 0.0137
Si -0.0148 0.0269 0.0071
Si -0.0164 0.0268 0.0111
Si 0.0173 -0.0312 0.0182
Si 0.0305 -0.0007 0.027
Si -0.0246 0.0354 0.0026
Si -0.0051 0.0504 0.011
Si -0.0058 -0.0463 0.0084
Si 0.0387 -0.0431 -0.0154
Si 0.0512 -0.0059 0.0019
Si 0.0216 -0.0121 0.003
Si -0.0095 0.0287 0.0177
Si -0.0534 -0.0019 0.01
Si -0.0027 0.0168 0.0907
Si 0.0515 -0.0349 -0.0711
Si -0.0144 0.0174 -0.0333
Si 0.0217 -0.007 0.0766
Si 0.004 0.0171 -0.1012
Si 0.0145 -0.0339 0.1265
Si -0.0069 0.0052 0.08
Si 0.0044 0.0126 0.025
Si 0.0224 -0.0144 -0.1363
Si -0.0173 -0.0011 0.0027
Si 0.0638 0.0593 0.0497
Si -0.0083 0.0225 0.0975
Si 0.0042 -0.0058 0.0921
Si 0.0392 0.0109 -0.0576
Si -0.0146 0.0052 0.0128
Si 0.0438 0.0004 -0.0766
Si -0.0045 -0.0075 0.0916
Si 0.0028 0.0033 -0.0478
Si 0.0094 -0.0156 -0.0167
Si 0.0141 -0.0164 -0.0739
Si -0.0273 0.017 -0.0778
Si -0.0166 -0.0069 0.0812
Si -0.0287 0.0002 -0.0681
Si -0.0143 0.0027 0.0321
Si 0.0068 -0.0165 -0.0401
Si 0.0115 -0.0211 0.1141
Si 0.0016 0.0089 0.1194
Si -0.0174 -0.0085 0.1116
Si 0.0169 0.0025 -0.0764
Si -0.051 0.0012 0.0848
Si 0.0073 0.0128 0.0012
Si -0.0359 0.042 -0.0836
Si -0.0151 0.0056 0.121
Si 0.0557 -0.0002 -0.0948
Si -0.01 0.137 0.0035
Si -0.0111 -0.0165 -0.0302
Si 0.0208 -0.0383 -0.034
Si -0.0031 -0.0303 -0.066
Si -0.0265 -0.0178 -0.023
Si -0.0044 -0.0224 0.0522
Si -0.0013 0.0405 -0.0251
Si -0.0524 -0.0182 -0.0251
Si 0.0176 -0.0116 0.0292
Si -0.0506 0.035 -0.148
Si -0.0013 0.0031 0.0551
Si 0.0146 0.0145 0.0893
Si -0.0274 0.0068 0.0577
Si -0.0144 -0.0584 -0.049
O -0.0071 -0.0056 0.0561
O 0.0775 -0.096 -0.1815
O -0.0003 -0.0049 0.0799
O -0.0195 0.0132 -0.0073
O -0.0363 -0.0005 0.068
O 0.0171 0.0006 -0.1143
O 0.004 0.0025 -0.0181
O -0.0142 0.0115 0.0266
O 0.0661 -0.0692 -0.1188
O 0.0375 -0.028 -0.1615
O -0.006 0.0002 -0.0518
O -0.0115 0.0221 0.1415
O -0.0355 0.0119 0.1229
O 0.0033 0 -0.0151
O 0.0259 -0.006 0.0998
O 0.0189 -0.0376 0.0368
O 0.0316 -0.0237 -0.0583
O -0.0038 -0.0073 -0.1638
O -0.0041 -0.0116 -0.1441
O -0.0082 -0.0026 0.0051
O -0.0131 0.008 -0.0415
O -0.0045 -0.0319 -0.0681
O 0.028 -0.0363 0.0425
O -0.0141 -0.0022 -0.0312
O -0.0082 0.0054 0.1069
O -0.0553 -0.048 -0.1145
O 0.0071 -0.0006 0.011
O -0.0135 0.0095 0.0456
O 0.0119 0.0119 0.0124
O -0.004 0.0063 -0.0205
O 0.0032 -0.004 -0.0424
O -0.0171 0.0039 -0.0458
O -0.0387 0.0299 -0.018
O -0.0187 -0.0048 -0.0428
O 0.0004 -0.0092 0.031
O -0.001 -0.0022 0.0321
O -0.0039 0.0062 -0.0349
O 0.0112 -0.0021 0.0638
O -0.0084 -0.0098 -0.0489
O 0.0038 0.0065 -0.0197
O 0.0255 -0.0202 0.0554
O -0.0134 0.0045 -0.0388
O 0.0075 0.0053 0.0054
O -0.0078 -0.0006 -0.0232
O -0.0057 0.0022 -0.0343
O 0.0364 -0.0028 0.0105
O -0.0208 -0.0006 0.0317
O 0.0086 0.0345 0.0234
O 0.0086 -0.0091 -0.0191
O 0.0068 -0.0199 0.0996
O 0.0083 -0.0079 0.051
O -0.0057 -0.0033 0.0249
O -0.0026 0.0231 -0.0338
O -0.031 0.0271 -0.0297
O -0.003 0.033 -0.0647
O 0.0194 0.0011 0.03
O -0.0295 -0.0306 -0.0821
O 0.0039 0.02 -0.0673
O 0.006 -0.0025 0.0231
O -0.0306 0.0341 0.149
O 0.0271 -0.0119 0.0668
O 0.0025 0.0119 -0.0305
O 0.0122 -0.0242 0.1003
O -0.0325 0.0194 0.0857
O 0.0124 0.0001 0.0281
O -0.0073 0.0144 0.0268
O -0.0017 0.0131 -0.0046
O 0.0111 -0.0052 -0.0409
O -0.0216 -0.0162 0.0253
O 0.0169 0.0117 -0.052
O -0.0165 -0.0142 -0.0617
O 0.0219 0.0035 0.0324
O 0.0034 -0.0039 0.0468
O -0.0039 -0.0099 -0.0345
O -0.0026 0.0167 0.1198
O 0.004 0.0086 -0.0472
O -0.0112 0.0223 0.0505
O -0.0166 -0.0016 -0.0165
O -0.0014 -0.0222 -0.0558
O -0.0134 0.0214 0.0167
O 0.009 0.0132 0.0148
O -0.0018 -0.011 0.0237
O 0.0068 -0.0062 0.0247
O -0.0306 0.0072 0.0234
O -0.0101 0.0079 0.0657
O -0.0027 -0.0013 -0.0018
O 0.0015 -0.0203 -0.0252
O 0.0093 0.0071 -0.0046
O -0.0036 0.0049 0.0481
O -0.0046 0.0011 0.0411
O -0.0237 -0.0285 -0.0137
O 0.0033 -0.0005 -0.0449
O -0.0063 -0.0122 -0.0189
O -0.0205 0.0234 0.0766
O 0.0037 0.0127 -0.071
O 0.0006 -0.0047 -0.0024
O -0.0247 -0.0027 0.0948
O 0.0073 0.0051 -0.0502
O 0.0214 -0.0154 -0.0374
O -0.0005 -0.0031 -0.0012
O -0.0061 0.002 0.0309
O 0.0507 0.0416 -0.0954
O -0.012 0.0176 0.0682
O 0.0038 -0.0139 -0.0039
O 0.0073 0.0087 -0.0544
O 0.0002 -0.0027 -0.0293
O -0.0047 -0.0127 0.0189
O 0.0143 0.0113 0.0367
O -0.0038 -0.0091 -0.0543
O 0.0096 -0.0149 0.0073
O -0.0099 0.0113 -0.0569
O -0.0013 0.0074 0.0222

The program warned: the cutoff lies below the one the program advises for these potential files; the forces do not sum to zero within the program's tolerance; the exchange-correlation potential is rough where the density is thin.
